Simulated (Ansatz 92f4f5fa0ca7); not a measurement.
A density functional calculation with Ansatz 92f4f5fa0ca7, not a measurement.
Periodic cell of 177 atoms, Si99O78, from a study of silicon, its oxide and their interface. The atomic structure is a simulated model.

Settings
functional: PBE
potential files: Ansatz PAW
basis: plane waves
wave-function cutoff: 700 eV
density cutoff ratio: 5
exchange-correlation grid ratio: 2
k mesh: 2 x 2 x 1, shifted by 0.5 0.5 0.5 of a step
self-consistency stop: 5e-08 eV per atom in the density residual
occupations: Fermi-Dirac, 0.05 eV
spin: none
net charge: 0

Cell vectors (angstrom)
a  11.5983  0  0
b  0  11.5983  0
c  -4.5615  1.9483  22.5946

Atoms: element, x, y, z (angstrom)
Si  7.3665  1.7871  0.3612
Si  7.7562  4.9499  0.4744
Si  -2.6174  9.9313  -0.6109
Si  0.3441  2.8396  0.1831
Si  1.9261  4.9294  2.4062
Si  1.125  7.0617  0.0085
Si  2.3279  2.85  -0.9104
Si  5.5771  6.0537  1.133
Si  4.3491  8.1821  0.6037
Si  0.6839  1.3794  2.054
Si  0.1034  5.0262  0.9578
Si  2.1794  8.5269  1.7153
Si  5.6391  1.3247  1.7872
Si  3.9746  4.3823  1.4048
Si  6.3325  9.2004  2.3536
Si  9.835  1.3749  2.3402
Si  9.5703  5.1569  2.0417
Si  8.6989  9.2944  1.8123
Si  1.529  3.0117  3.6366
Si  1.9332  6.9864  3.4734
Si  1.6482  10.8104  2.8836
Si  5.223  3.2019  3.164
Si  5.7053  7.0662  3.3219
Si  5.6362  11.1748  3.365
Si  9.4233  3.3424  3.5459
Si  9.4413  7.2372  3.1408
Si  9.3349  10.952  3.3768
Si  -0.3189  3.2212  4.9895
Si  -0.1915  7.1318  4.5491
Si  -0.1934  10.6994  4.4662
Si  3.5765  3.0481  4.8872
Si  3.8234  6.999  4.8435
Si  3.5488  11.0602  4.5003
Si  7.2905  3.391  4.6455
Si  7.6032  6.9828  4.6582
Si  7.4668  11.0973  4.8515
Si  -0.1978  0.9973  5.8829
Si  -0.2069  5.3006  6.0752
Si  -0.2799  8.9431  6.037
Si  3.7141  1.181  6.2934
Si  3.7331  5.0229  6.2961
Si  3.6412  9.1499  5.8745
Si  7.4229  1.4884  6.1117
Si  7.4166  5.2044  6.242
Si  7.3913  8.9418  5.9274
Si  1.6177  1.0498  7.4072
Si  1.6765  5.1432  7.5225
Si  1.7099  8.9799  7.29
Si  5.7264  1.4523  7.7802
Si  5.5899  5.1203  7.8903
Si  5.4866  9.1786  7.2903
Si  9.4853  1.1791  7.239
Si  9.4718  5.1516  7.447
Si  9.2693  8.9476  7.3006
Si  4.3011  7.7573  8.8694
Si  1.9411  7.1679  8.7977
Si  1.6257  -0.8521  8.8591
Si  6.168  3.3068  9.3507
Si  1.9329  5.8194  14.6568
Si  6.4976  -0.6394  8.5804
Si  10.06  3.0972  8.437
Si  9.4922  7.0997  8.7728
Si  9.0713  -0.724  8.6427
Si  1.6142  3.3618  11.3235
Si  -0.1845  7.833  9.9168
Si  0.9245  3.0489  8.4674
Si  4.998  6.2367  13.9817
Si  4.396  4.026  11.9825
Si  4.3847  9.7155  10.226
Si  5.6388  3.0992  20.7521
Si  9.1528  7.4508  11.639
Si  11.0827  -1.3482  9.9901
Si  2.5472  2.8843  13.8525
Si  7.4902  2.1848  14.9553
Si  -1.1629  3.9369  12.2142
Si  10.2496  -1.495  12.225
Si  11.7419  8.1372  14.2095
Si  8.831  4.225  16.633
Si  1.9335  1.4734  20.8512
Si  8.4868  3.0197  10.1611
Si  4.4865  9.1436  13.3754
Si  -1.1278  9.3571  20.5303
Si  1.3234  11.9293  18.0947
Si  -2.0217  6.0921  14.1845
Si  4.1799  5.0982  18.7292
Si  4.8077  10.4983  15.942
Si  4.2429  7.8894  20.2576
Si  -0.9547  4.6929  19.149
Si  -0.3878  2.8296  21.5229
Si  -2.5153  13.0005  12.4842
Si  1.4837  8.8121  19.1087
Si  7.3189  -0.0809  16.7384
Si  5.8944  -1.2174  20.8615
Si  6.0531  4.5096  16.2499
Si  2.3244  9.5688  15.2034
Si  1.4238  6.1162  17.7691
Si  7.4021  1.1357  19.2884
Si  9.8233  -0.0866  18.3667
Si  2.551  0.6879  16.0914
O  7.3425  3.4003  -0.0088
O  0.0248  3.1149  23.0895
O  -0.1562  7.8944  -0.5561
O  5.4138  9.4107  0.948
O  5.3211  6.4184  8.9664
O  5.2732  3.3329  10.808
O  8.5979  6.5905  12.945
O  2.9849  -1.0656  9.8394
O  3.5733  9.4342  16.3017
O  1.9749  11.1565  15.0348
O  8.4662  7.1183  10.1753
O  5.7312  -0.9528  10.023
O  -0.7908  7.2026  11.4047
O  -0.3174  12.1012  17.9155
O  1.6499  7.7164  17.9145
O  6.8391  -0.2295  19.9691
O  0.1274  8.4553  19.9764
O  2.2053  6.679  -1.24
O  2.8481  0.2535  21.4366
O  2.5612  5.1989  18.5036
O  9.042  5.4615  15.5819
O  1.9939  12.948  19.2013
O  4.0668  8.4567  -0.9917
O  3.5044  3.627  -0.0399
O  -1.9926  3.1263  21.6269
O  7.2515  0.6037  15.2719
O  5.3685  9.0627  20.027
O  -2.1005  5.3517  20.1243
O  0.2207  4.2002  11.3913
O  -1.6969  4.0206  17.8399
O  6.2115  -1.3033  16.7614
O  6.0347  5.6994  15.1207
O  3.5132  6.1978  14.6561
O  1.7965  4.3068  14.1098
O  4.0957  3.0707  13.3084
O  7.8763  2.0896  13.3713
O  8.8347  1.4381  0.9924
O  4.4485  9.4963  11.825
O  6.1859  3.1058  15.3745
O  -2.024  11.4804  12.8334
O  1.6445  2.5734  9.9126
O  5.1204  10.318  14.3343
O  9.0414  1.0667  19.2414
O  5.087  5.3795  12.5886
O  2.4539  2.0955  15.2642
O  8.7661  2.8117  15.7958
O  6.8432  1.1038  17.7569
O  -0.8403  2.3032  -0.8511
O  1.1034  6.883  13.7302
O  2.9108  8.9865  13.8001
O  -0.03  3.7421  20.1401
O  1.3597  5.7965  16.1803
O  4.7768  4.7269  17.2392
O  9.1003  4.1593  11.2622
O  8.8586  -0.5106  17.0929
O  2.902  4.3854  11.3781
O  -1.2026  2.3638  12.6807
O  7.3526  4.5763  17.2446
O  9.9113  -1.4496  19.2354
O  11.3971  9.3991  13.2028
O  4.1389  7.4914  21.836
O  5.3444  7.782  13.6299
O  8.5572  1.5224  10.9284
O  1.4872  10.3399  18.5269
O  8.9876  9.0439  12.0302
O  2.8059  8.6029  20.0089
O  -1.2422  7.44  14.6816
O  4.1714  0.3757  16.319
O  -1.1358  4.9023  13.5163
O  4.6205  6.5834  19.3151
O  7.0302  0.9215  -1.0342
O  1.7368  2.266  12.5589
O  0.3205  1.402  21.1768
O  0.9266  8.7978  15.5008
O  -1.9693  11.407  -1.0846
O  4.5977  3.8684  19.7293
O  6.9322  2.5374  19.9253
O  0.0111  5.8  18.4837

Results
free energy: -107296.587 eV
free energy less fixed offsets of O -569.03, Si -635.61 eV per atom: 13.143 eV
pressure: -0.73 GPa
stress xx, yy, zz, yz, xz, xy (GPa, positive in tension): 1.32, 0.7, 0.18, -0.17, -0.02, -0.45

Forces (eV/angstrom), in the order of the atoms: element, x, y, z
Si  0.4309  0.1004  -0.0551
Si  0.3244  -0.1948  -0.24
Si  0.0092  -0.0907  -0.2853
Si  -0.0773  0.0679  -0.3774
Si  -0.1191  -0.1073  0.1971
Si  -0.1192  -0.3551  -0.3091
Si  0.0335  0.0009  -0.2967
Si  -0.2388  0.5765  0.0197
Si  0.6991  0.2033  0.0405
Si  -0.1251  0.0053  0.2691
Si  0.0225  0.3641  -0.2279
Si  0.2586  -0.2524  -0.0407
Si  -0.2476  -0.2521  0.114
Si  0.0244  0.1145  -0.4005
Si  -0.4707  0.1126  -0.234
Si  -0.2098  -0.0508  -0.0492
Si  -0.0285  0.0679  0.1141
Si  0.0748  -0.3473  0.4341
Si  0.2134  -0.1056  0.0418
Si  -0.1516  0.0986  0.2263
Si  -0.0611  0.0803  0.074
Si  -0.0796  -0.197  0.2873
Si  -0.0083  -0.0432  -0.2463
Si  0.2358  -0.275  0.2767
Si  -0.0921  0.1708  0.22
Si  -0.0496  0.0767  -0.0465
Si  -0.025  -0.0761  0.3174
Si  -0.1296  -0.1157  0.0245
Si  0.0333  -0.0648  -0.0595
Si  -0.0774  0.069  -0.1466
Si  0.0736  -0.0384  -0.0234
Si  0.1478  0.0916  0.138
Si  0.1389  -0.003  -0.139
Si  -0.0705  -0.1249  -0.1208
Si  -0.029  0.1623  0.0031
Si  -0.2367  0.0044  -0.1237
Si  0.0078  0.1062  0.0809
Si  -0.0879  0.0648  0.097
Si  -0.096  0.0326  -0.0438
Si  -0.052  -0.0356  -0.0355
Si  -0.1747  0.0539  -0.0763
Si  -0.2431  -0.0499  0.0025
Si  0.1461  0.1149  -0.0377
Si  0.1836  -0.0719  -0.0935
Si  -0.0898  -0.0418  -0.1514
Si  -0.088  0.1688  -0.1739
Si  -0.0614  0.2061  -0.0488
Si  -0.1055  0.0084  -0.1746
Si  0.099  -0.2459  -0.3735
Si  -0.0716  0.5598  -0.0142
Si  0.1431  -0.0176  -0.3407
Si  -0.0659  -0.2031  0.0112
Si  -0.054  -0.0655  -0.2162
Si  0.0806  0.1213  -0.0718
Si  0.557  0.0061  -0.0038
Si  -0.2233  -0.0469  -0.1821
Si  -0.0127  0.0218  0.2491
Si  -0.4285  -0.1131  0.5778
Si  0.1489  0.0265  0.224
Si  0.0184  -0.1255  0.2169
Si  0.2709  0.0586  -0.0578
Si  -0.3445  -0.0102  0.2029
Si  -0.1076  -0.0564  -0.3634
Si  0.0448  -0.1891  0.389
Si  0.2322  -0.2278  0.2404
Si  0.0984  -0.2913  0.1476
Si  -0.1394  0.051  0.2617
Si  -0.2053  0.2031  0.4913
Si  -0.2  0.0138  0.5002
Si  0.2078  0.1424  -0.3785
Si  0.3158  -0.0893  0.2105
Si  0.0437  -0.0346  0.1152
Si  -0.0376  -0.0097  0.177
Si  -0.0123  0.0901  0.2163
Si  -0.0422  -0.0901  0.1973
Si  0.2855  -0.067  -0.1093
Si  -0.047  -0.0125  0.0504
Si  0.0984  -0.0224  0.1009
Si  -0.3224  0.0982  -0.1765
Si  0.6431  0.145  0.242
Si  -0.0464  -0.0178  0.2093
Si  0.1084  0.2669  0.0025
Si  -0.2758  -0.1997  -0.0593
Si  0.0889  0.042  0.2309
Si  -0.1808  0.0235  -0.3441
Si  -0.0022  0.0205  0.0257
Si  -0.113  -0.1142  -0.3106
Si  0.0181  0.0288  -0.0793
Si  0.0708  0.1825  -0.31
Si  0.0965  0.0654  0.2698
Si  -0.0946  -0.1393  -0.3366
Si  0.0302  -0.073  -0.1022
Si  0.0716  0.0874  0.1615
Si  0.0145  0.1327  0.055
Si  -0.0164  -0.0938  0.0149
Si  -0.0619  -0.0915  -0.1667
Si  0.0803  0.1756  -0.2004
Si  -0.0258  0.0301  -0.1705
Si  0.1761  0.1548  -0.4413
O  -0.0784  0.2274  0.078
O  -0.0025  0.0678  0.2056
O  -0.1564  0.2003  0.1051
O  -0.0042  -0.6132  0.0916
O  -0.0842  -0.5082  -0.1739
O  0.4956  -0.0665  -0.5992
O  -0.0212  0.1325  -0.3225
O  -0.0935  0.1867  -0.2044
O  0.0417  0.0349  -0.0713
O  0.0305  0.0014  0.2447
O  0.2849  0.0415  -0.2574
O  -0.1034  0.055  0.1038
O  -0.2576  0.1116  -0.1151
O  0.0213  0.0376  0.0477
O  -0.0138  0.1917  0.1822
O  -0.1335  -0.0787  -0.0408
O  -0.0443  0.0141  0.0847
O  -0.161  -0.157  0.1385
O  0.2237  0.0508  0.1182
O  0.2082  -0.0395  0.132
O  0.0441  0.0714  -0.1539
O  0.095  0.0273  0.3849
O  -0.1505  0.0088  -0.1219
O  0.3135  0.1304  0.4517
O  0.0288  0.0088  -0.012
O  0.0264  0.0063  0.0609
O  0.0128  0.0018  0.0378
O  -0.0138  -0.0226  0.1626
O  -0.0648  0.066  -0.107
O  -0.0142  -0.044  0.0065
O  0.0428  0.0709  -0.0532
O  -0.0344  -0.0407  -0.0732
O  0.025  -0.0452  -0.0863
O  -0.0326  0.0046  -0.161
O  0.0434  -0.0369  -0.1248
O  0.0185  -0.0525  -0.0636
O  0.1898  -0.0713  -0.2341
O  0.0202  0.0478  0.028
O  0.0731  -0.0533  -0.0622
O  -0.1422  0.0492  0.0415
O  -0.1673  0.1753  -0.0878
O  -0.0726  0.0143  -0.0233
O  -0.0595  -0.0709  0.0321
O  0.0561  -0.1187  -0.2327
O  -0.0046  -0.0668  0.043
O  -0.0374  -0.074  -0.071
O  0.0342  -0.0134  0.1759
O  -0.1207  -0.0005  0.2275
O  -0.0564  0.0247  -0.1174
O  0.0397  -0.0092  -0.066
O  -0.0218  -0.1771  0.2433
O  0.0053  0.017  -0.014
O  -0.003  -0.0372  0.1566
O  -0.2395  -0.1824  -0.1469
O  -0.0432  0.0295  0.0636
O  0.003  0.0513  -0.1926
O  0.0403  0.0623  -0.0344
O  -0.0314  -0.0474  -0.0588
O  0.012  -0.1043  0.113
O  -0.1592  0.0268  0.0009
O  -0.0355  -0.0512  0.0037
O  0.0413  0.0326  -0.0863
O  -0.1964  0.2363  -0.1103
O  0.0672  0.0005  0.0844
O  0.0211  0.0209  -0.0356
O  0.024  0.0225  0.1186
O  -0.0398  -0.0641  -0.0554
O  -0.1454  -0.0781  -0.0179
O  0.0214  -0.1495  -0.1814
O  0.0128  0.1994  0.2647
O  0.2332  0.2649  0.0892
O  0.0476  0.1299  -0.1499
O  0.0738  -0.1042  0.0344
O  0.0116  0.028  -0.1008
O  -0.2922  -0.1863  0.2258
O  0.0493  -0.1524  0.3403
O  -0.0204  -0.0276  0.1198
O  -0.0054  0.0322  0.0756

The program warned: the cutoff lies below the one the program advises for these potential files.
